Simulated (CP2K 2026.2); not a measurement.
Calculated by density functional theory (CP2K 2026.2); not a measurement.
Periodic cell of 432 atoms, Si324O108, from a study of silicon, its oxide and their interface. The atomic structure is a simulated model.
Doubt: the forces sum to 1.15 eV/angstrom along one axis rather than to zero, so they err by at least 0.0027 eV/angstrom per atom on average; the grid cutoff is modest.

Settings: functional PBE; method Gaussian and plane waves; basis set DZVP-MOLOPT-SR-GTH; pseudopotentials GTH-PBE; grid cutoff 300 Ry, relative cutoff 40 Ry; k points Gamma only; occupations fixed; spin none; net charge 0.

Cell vectors (angstrom)
a 16.32 0 0
b 0 16.32 0
c -0.342 -2.6755 29.6934

Atoms and the computed forces on them: element, x, y, z (angstrom), force x, y, z (eV/angstrom)
Si 0.9405 -1.1137 -0.0763 0.2574 -0.0883 0.7318
Si 3.7405 1.7416 0.0322 0.1957 -0.2936 0.799
Si 1.6108 3.9292 0.4936 0.0037 -0.0495 0.6839
Si 4.3104 6.4841 0.0442 -0.0814 0.2231 0.69
Si 1.1091 -6.5251 0.0661 0.1604 -0.127 0.7048
Si 4.4283 -4.2184 0.1161 -0.2435 0.059 0.6881
Si 6.9357 -1.7165 0.1138 -0.0437 0.2415 0.678
Si 9.7526 1.0981 0.179 -0.131 0.1132 0.7881
Si 6.629 4.3923 0.1898 -0.0082 -0.2462 0.6929
Si 9.6177 6.5792 0.2241 -0.0562 0.191 0.7557
Si 6.5254 9.7833 0.0136 0.1677 -0.1655 0.7634
Si -7.0928 -3.8297 0.0663 0.1686 -0.0674 0.7181
Si -4.2592 -1.0015 -0.0222 0.1296 -0.2428 0.7118
Si -1.0684 1.3335 -0.0572 -0.2514 0.1211 0.6862
Si -4.4198 4.4207 -0.1093 0.2956 -0.2657 0.7243
Si -1.4781 6.9918 -0.0419 0.1707 -0.2585 0.7503
Si -3.8239 -7.2087 0.0345 -0.1574 0.2098 0.791
Si -1.2027 -4.3755 0.0253 -0.1422 0.2016 0.719
Si 2.6753 -0.0357 1.204 -0.0069 0.0118 -0.0731
Si 5.4349 2.7328 1.3506 -0.0243 0.0068 -0.0578
Si 2.8764 5.4654 1.6031 0.0397 0.0299 -0.0278
Si 5.3854 8.1809 1.3051 0.0089 -0.0173 -0.0345
Si 2.7215 -5.3537 1.2932 0.0097 -0.0051 -0.0408
Si 5.5187 -2.8042 1.5945 0.0059 -0.0048 -0.032
Si 8.1152 -0.0752 1.3493 0.0194 0.0011 -0.0394
Si -5.4147 2.7746 1.3226 -0.0161 0.0088 -0.0236
Si 8.1183 5.4721 1.5889 0.0043 0.0073 -0.0239
Si -5.4224 8.1126 1.4238 0.0088 -0.0041 -0.0624
Si 8.1314 -5.4411 1.3718 0.0011 0.0016 -0.0662
Si -5.4109 -2.6782 1.2512 -0.0014 0.0388 -0.0575
Si -2.6884 0.1541 1.2679 0.0219 -0.0015 -0.0484
Si 0.0032 2.6732 1.5359 -0.0163 -0.0354 -0.0407
Si -2.7118 5.4157 1.2326 -0.0219 -0.0043 -0.0471
Si 0.0305 8.1524 1.3483 -0.0009 -0.0013 -0.0313
Si -2.7625 -5.5272 1.3193 0.0148 -0.0292 -0.0572
Si -0.1121 -2.696 1.3012 0.0138 -0.0296 -0.0335
Si 1.3872 1.2518 2.7644 0.0452 -0.0117 0.026
Si 4.1912 4.0504 2.8755 -0.0046 -0.0296 0.0511
Si 1.3814 6.8361 2.759 -0.0039 0.0075 0.0105
Si 4.0215 9.5332 2.683 0.0075 0.0107 0.016
Si 1.3472 -4.0004 2.6585 -0.0127 -0.0008 0.0156
Si 4.0433 -1.3409 2.6692 -0.0309 0.0144 0.012
Si 6.7817 1.3321 2.6818 0.0175 0.02 0.0176
Si 9.5174 4.0314 2.7762 0.018 -0.0102 0.0256
Si 6.7565 6.9097 2.7947 -0.0277 0.0168 0.0199
Si 9.5315 -6.7873 2.7032 -0.0158 -0.0107 0.016
Si 6.8613 -4.1602 2.8876 0.026 -0.0153 0.0359
Si -6.7855 -1.3901 2.7095 0.0035 -0.0133 0.0331
Si -4.0391 1.4499 2.6993 -0.0199 -0.0149 0.0254
Si -1.4125 4.0933 2.7153 0.0037 0.0276 0.001
Si -4.0407 6.7334 2.7273 0.009 -0.0191 0.0423
Si -1.3637 -6.831 2.7199 -0.0002 -0.0066 0.0456
Si -4.1039 -4.0883 2.628 0.0063 -0.0021 0.0016
Si -1.4368 -1.3235 2.6649 0.0028 0.032 0.0109
Si -0.0231 -0.0591 4.089 -0.0016 0.0175 -0.0108
Si 2.7332 2.6735 4.1136 0.0011 -0.0083 -0.0239
Si -0.0135 5.4477 4.0601 -0.0044 -0.0082 -0.0056
Si 2.7077 8.2036 4.1122 0.0078 0.0034 0.0011
Si 0.0052 -5.412 4.0268 -0.0107 -0.0062 -0.0193
Si 2.7018 -2.6922 4.0622 0.0006 0.0017 0.0012
Si 5.4122 -0.0007 4.0526 -0.0012 -0.0141 0.0056
Si 8.1435 2.6711 4.0894 -0.0066 0.0035 0.006
Si 5.4914 5.4774 4.1778 -0.0016 -0.0059 -0.0117
Si 8.1722 -8.1066 4.1141 -0.0077 0.0012 0.0062
Si 5.4077 -5.4977 4.1205 0.0037 -0.0108 0.0001
Si 8.2204 -2.7325 4.1415 0.0037 -0.0075 -0.0119
Si -5.4264 0.0281 4.0259 -0.0151 0.0117 -0.0192
Si -2.7216 2.7511 4.1196 0.0071 -0.0027 0.0184
Si -5.4264 5.4088 4.1025 0.0187 0.0161 -0.0228
Si -2.7081 8.1271 4.0874 -0.0182 0.0122 -0.0027
Si -5.4368 -5.4199 4.0508 0.0011 0.0027 0.0002
Si -2.7613 -2.7195 4.0179 -0.0091 0.0167 0.008
Si 1.3859 -1.3328 16.3193 -0.0028 -0.0099 -0.0062
Si 4.0688 1.3574 16.3541 -0.0011 0.0009 0.0038
Si 1.3119 4.0793 16.2853 -0.0129 0.0026 0.0067
Si 4.0875 6.8256 16.3203 -0.0008 -0.0015 0.0213
Si 1.3184 -6.8169 16.3437 0.0007 0 0.0042
Si 4.0395 -4.0833 16.2991 0.0118 0.0169 0.014
Si 6.802 -1.3147 16.2881 -0.0004 -0.0073 0.0125
Si -6.7886 1.3434 16.3013 0.0029 -0.0145 0.0141
Si 6.769 4.0479 16.3096 0.0164 0.004 -0.0085
Si -6.8101 6.7599 16.273 -0.0091 0.0044 0.0069
Si 6.8265 -6.783 16.2824 0.0041 -0.0219 -0.0129
Si -6.7743 -4.0534 16.3681 0.0048 0.0156 -0.0024
Si -4.1164 -1.4059 16.365 -0.0067 -0.0082 -0.0025
Si -1.3978 1.3251 16.3105 0.0077 0.0059 0.0214
Si -4.0238 4.0983 16.2704 -0.0169 0.0008 -0.0043
Si -1.3199 6.8096 16.3558 0.0099 0.0072 0.0058
Si -4.0219 9.5267 16.298 0.0061 -0.0123 0.0111
Si -1.3433 -4.0698 16.3578 -0.0051 0.0032 0.0172
Si 2.7052 0.0149 17.7377 -0.0066 0.0045 -0.0012
Si 5.4255 2.7095 17.7207 0.0138 0.0036 -0.0061
Si 2.6475 5.4763 17.6101 -0.0105 0.0036 -0.027
Si 5.5141 8.179 17.6552 -0.0055 -0.023 -0.0105
Si 2.6719 -5.4483 17.6701 -0.004 0 -0.0203
Si 5.3962 -2.6659 17.5869 0.0006 0.0083 -0.0391
Si 8.1601 0.0151 17.6893 -0.0252 0.0112 -0.0241
Si -5.3683 2.7177 17.5775 -0.0049 -0.0021 -0.016
Si 8.1273 5.4068 17.64 -0.0048 -0.0035 -0.0239
Si -5.3744 8.0909 17.5573 0.0196 -0.0045 -0.0485
Si 8.1524 -5.4201 17.6665 -0.0062 0.0039 -0.0103
Si -5.4396 -2.7346 17.821 0.0133 0.0095 -0.0134
Si -2.7482 -0.0483 17.6929 -0.0118 -0.0102 -0.0128
Si -0.0557 2.7067 17.6419 0.0087 0.0163 -0.0377
Si -2.6484 5.3995 17.6809 0.0091 -0.011 -0.0018
Si -0.0167 -8.1428 17.7887 0.0012 0.0074 -0.0086
Si -2.6954 -5.4376 17.7226 -0.0025 -0.0183 -0.0136
Si 0.0441 -2.6757 17.6815 -0.0015 -0.0035 -0.0127
Si 1.2865 1.3884 19.0318 -0.0125 0.0044 0.0669
Si 3.9801 4.1067 18.9415 -0.0122 -0.017 0.0501
Si 1.3436 6.7739 19.1065 -0.008 0.0042 0.0517
Si 4.1013 -6.7931 18.9605 -0.0027 0.0072 0.0381
Si 1.3652 -4.0456 19.0625 0.0013 -0.0008 0.044
Si 4.092 -1.3532 19.063 0.0191 -0.0173 0.0429
Si 6.8089 1.3683 19.1 0.0107 -0.0098 0.05
Si -6.763 4.0254 18.8948 0.0036 -0.0034 0.0438
Si 6.8312 6.7881 19.0558 -0.0046 0.0133 0.065
Si -6.7078 9.4953 18.8574 0.0191 -0.0018 0.0514
Si 6.7379 -4.0108 18.9354 -0.0013 0.0141 0.0423
Si 9.4657 -1.3403 19.1304 0.0049 -0.0295 0.0458
Si -4.0907 1.3683 19.0082 0.0029 0.0078 0.0441
Si -1.3828 4.0005 19.1003 -0.0043 -0.0167 0.0648
Si -4.0199 6.7517 18.9744 -0.0178 0.0248 0.0451
Si -1.3665 -6.7632 19.1765 0.0149 -0.0029 0.0547
Si -4.0266 -4.1151 19.1628 -0.0249 0.0337 0.0496
Si -1.3299 -1.3527 19.0594 0.0045 0.0018 0.0444
Si -0.2632 0.2615 20.4053 0.1399 -0.1173 -0.7321
Si 2.4331 2.9797 20.3034 0.1024 -0.1058 -0.7772
Si 0.1974 5.1388 20.4009 -0.0908 0.2228 -0.7546
Si 3.0166 7.9421 20.2903 -0.2195 0.0518 -0.7192
Si -0.1766 -5.1351 20.4579 0.0689 -0.2242 -0.727
Si 2.9421 -2.916 20.3982 -0.1344 0.1571 -0.7062
Si 5.6749 -0.234 20.4015 -0.1463 0.1426 -0.7783
Si 8.4358 2.5609 20.3177 -0.1952 0.0993 -0.7363
Si 5.1185 5.6425 20.2516 0.2433 -0.0134 -0.7016
Si 8.6441 7.8629 20.1582 -0.3955 0.1639 -0.7159
Si 5.1545 -5.1211 20.2231 -0.0075 -0.1306 -0.7049
Si 7.8103 -2.5041 20.3618 0.2234 -0.07 -0.6984
Si -5.6986 0.3221 20.3408 0.0933 -0.2204 -0.6851
Si -2.5592 2.4236 20.4557 -0.1174 0.2055 -0.7431
Si -5.5504 5.4985 20.223 0.2438 -0.2185 -0.6597
Si -3.0024 -7.9911 20.3755 0.2414 -0.0496 -0.7496
Si -5.2149 -5.8015 20.3222 -0.0316 0.2632 -0.723
Si -2.3926 -2.9315 20.4254 -0.2101 0.0699 -0.6819
Si 1.0044 0.8352 -4.1582 0.0635 0.0558 0.0628
Si -5.3534 0.048 -4.9833 -0.0387 -0.0264 -0.0414
Si -1.0911 7.0549 22.4074 -0.0464 -0.0421 -0.015
Si 5.0782 4.7709 -4.3316 -0.0708 0.062 0.0414
Si 3.7691 0.6112 -2.7963 -0.0537 0.0097 0.0046
Si 0.2824 5.427 -1.9426 -0.0248 0.0794 0.0728
Si -5.3213 -6.9248 -2.758 0.1231 -0.1343 -0.0318
Si 1.1788 -7.0888 22.3764 0.051 0.079 -0.0304
Si -3.4967 7.3823 -4.1468 -0.0445 -0.128 -0.0213
Si 6.023 1.9428 -3.7972 0.1592 0.0228 -0.1299
Si 2.4045 -4.396 -4.2496 -0.0067 -0.0156 -0.086
Si -4.4619 -1.6836 22.2077 0.0563 0.0345 -0.0231
Si 4.7541 -2.0456 -1.9899 0.0898 -0.0788 0.2465
Si 1.6219 -1.0538 22.6099 0.061 0.0211 -0.1532
Si 3.8234 1.1743 22.5273 -0.0673 -0.0788 -0.1025
Si -6.0483 -4.2138 -2.76 0.1082 -0.1469 0.0574
Si 7.0151 4.5709 22.3114 0.0287 -0.0707 -0.1917
Si 8.0131 -4.5136 -4.7598 0.0028 0.0208 -0.086
Si 7.595 7.5488 22.738 -0.0733 -0.0738 -0.0002
Si 0.9443 -2.0953 -3.0653 -0.0645 0.078 0.1009
Si -4.4752 3.7162 22.6443 0.0083 -0.0083 -0.1177
Si -7.5155 2.3172 -4.6542 -0.0504 -0.0695 -0.0133
Si -1.6859 -3.8189 -2.9762 -0.0468 -0.0555 0.1086
Si -6.0579 4.6815 -5.2724 0.032 0.01 -0.0782
Si 7.6864 6.3272 -4.469 0.1274 -0.0444 -0.0248
Si -1.2141 -6.7993 -4.121 0.0941 0.1649 -0.038
Si 5.2569 -3.8959 -4.325 0.0531 0.0619 -0.0045
Si -4.0096 -1.8993 -2.9041 0.1237 0.0329 -0.0112
Si 6.0461 -6.4957 22.8609 0.0271 -0.034 -0.1123
Si 8.0572 2.6721 -1.9263 -0.0726 0.0612 0.1482
Si -3.6849 4.3949 -3.2016 -0.0234 0.0822 0.1002
Si 2.9733 6.7204 -2.8362 0.0902 -0.0648 0.0751
Si -1.1521 2.8175 -2.882 0.0003 -0.1046 0.1633
Si -8.0865 -8.0742 -2.0821 0.017 -0.0506 0.1905
Si -6.5191 -3.8322 22.1698 -0.064 -0.0126 -0.0035
Si 1.5659 -7.0709 -2.9163 0.1452 0.0127 -0.0114
Si 1.3423 -1.3833 5.4594 0.0012 0.0096 0.0092
Si 4.0926 1.3393 5.4702 -0.0053 0.0043 0.0071
Si 1.3469 4.0677 5.4188 -0.0017 -0.0008 0.0026
Si 4.066 6.82 5.4699 0 0.0075 0.007
Si 1.3464 9.5678 5.4419 -0.0123 -0.0025 0.0086
Si 4.0626 -4.0721 5.4248 -0.0063 -0.0031 0.0028
Si 6.7938 -1.361 5.4209 -0.0019 0.0102 -0.0021
Si 9.524 1.3364 5.4364 0.0089 -0.0075 0.0067
Si 6.8445 4.0779 5.4772 0.01 0.0108 0.0061
Si -6.7887 6.8042 5.4344 0.0046 -0.0148 0.0025
Si 6.7922 -6.804 5.4921 0.0016 0.0132 0.012
Si -6.7603 -4.0917 5.4799 -0.0099 0.0016 0.016
Si -4.0905 -1.3524 5.4016 -0.0145 -0.0096 0.0055
Si -1.3522 1.3555 5.4311 0.0073 0.0007 0.0134
Si -4.0834 4.0779 5.4874 -0.0148 -0.006 0.0132
Si -1.3482 6.7941 5.4568 -0.0059 0.001 0.0001
Si -4.0791 -6.8018 5.4079 -0.0075 -0.0041 0.0119
Si -1.372 -4.0644 5.3878 0.0145 0.0021 0.0017
Si 2.7125 -0.0153 6.8089 -0.0049 0.0001 0.005
Si 5.4494 2.7219 6.8107 0.001 0.0018 -0.0056
Si 2.7 5.4373 6.7927 -0.0016 0.0034 0.0016
Si 5.4401 -8.1685 6.8398 0.0155 -0.0049 -0.0001
Si 2.7133 -5.417 6.8104 -0.006 0.003 -0.0024
Si 5.4354 -2.7205 6.7883 -0.0019 -0.0079 -0.0045
Si 8.1541 -0.0106 6.7967 0.0058 0.0039 -0.0063
Si -5.4494 2.7037 6.8143 0.0011 0.0108 0.0075
Si -8.1246 5.4427 6.824 0.0028 -0.016 -0.0016
Si -5.4354 -8.1497 6.7928 -0.0043 0.0042 -0.0042
Si -8.1581 -5.4321 6.8236 -0.0006 -0.0007 0.0016
Si -5.4159 -2.7079 6.8079 -0.0118 -0.0048 -0.0005
Si -2.7234 -0.0067 6.7797 0.0018 0.0022 -0.0095
Si -0.0014 2.7157 6.7979 0.0044 -0.0064 0.0007
Si -2.7136 5.4438 6.8225 0.0001 -0.0074 -0.0001
Si 0.0039 8.1771 6.7964 0.004 0.0008 0.0009
Si -2.7172 -5.4349 6.7649 -0.0072 0.0042 -0.0044
Si -0.0193 -2.7398 6.8009 0.0165 0.0021 -0.0024
Si 1.3587 1.3579 8.1598 0.0092 0.0068 0.0022
Si 4.0743 4.0835 8.153 0.0064 -0.0037 0.0015
Si 1.3564 6.8077 8.1566 -0.0037 -0.0028 -0.0039
Si 4.0779 -6.786 8.1694 0.0072 -0.0023 -0.0102
Si 1.3482 -4.0769 8.1736 -0.004 -0.0077 0.0029
Si 4.0763 -1.3696 8.1635 -0.0041 0.0031 -0.0062
Si 6.8061 1.3584 8.1643 0.0063 0.0037 -0.0043
Si -6.7859 4.0754 8.183 0.0044 0.0152 0.0034
Si 6.8113 6.7904 8.1787 -0.0142 -0.007 -0.0019
Si -6.7979 -6.8035 8.1679 -0.0081 -0.0027 -0.0089
Si 6.7959 -4.0693 8.1661 0.01 -0.001 0.0021
Si -6.8015 -1.366 8.158 -0.0025 -0.0143 0.0018
Si -4.0779 1.3451 8.1584 -0.0148 -0.0083 -0.0034
Si -1.3575 4.0726 8.1676 -0.002 0.0011 -0.0012
Si -4.0787 6.8114 8.1651 0.0033 -0.0049 0.0009
Si -1.365 -6.789 8.1472 0.0066 -0.0007 -0.0039
Si -4.0622 -4.0803 8.1523 0.0016 0.0197 -0.0076
Si -1.3668 -1.3618 8.1516 -0.0025 -0.0048 -0.0027
Si -0.0053 -0.0033 9.5154 -0.0002 0.0032 0.0016
Si 2.7206 2.72 9.514 -0.0035 0.0062 -0.0002
Si 0.0002 5.4437 9.5169 -0.0013 0.0016 -0.0004
Si 2.7208 -8.1572 9.5187 0.0035 -0.0033 -0.0019
Si -0.0076 -5.4418 9.5228 0.0044 -0.0014 0.003
Si 2.7143 -2.7188 9.5302 0.0024 -0.0046 0.0018
Si 5.439 -0.0025 9.5172 -0.001 -0.0045 -0.0008
Si -8.1604 2.7174 9.5283 0.0017 0.0041 0.0029
Si 5.4374 5.4353 9.5218 0.0124 0.0056 0.0009
Si -8.1545 -8.16 9.5358 0.005 -0.0075 -0.0006
Si 5.4407 -5.4321 9.5309 -0.0049 0.0043 0
Si -8.1578 -2.7188 9.5244 -0.0083 0.0102 0.0058
Si -5.4407 -0.0094 9.5191 -0.0049 0.0033 -0.0025
Si -2.7198 2.7089 9.5213 0.0045 0.0018 0.0001
Si -5.4303 5.4443 9.5319 -0.0026 -0.0158 0.0025
Si -2.7154 -8.1491 9.5172 -0.0111 0.0109 -0.0014
Si -5.4324 -5.4359 9.5129 -0.0034 -0.0055 -0.0025
Si -2.7148 -2.7232 9.5201 0.004 -0.0132 0.0016
Si 1.3495 -1.3601 10.8854 0.0056 0.0034 0.0043
Si 4.0769 1.3592 10.8755 0.0034 0.008 0.003
Si 1.363 4.0832 10.8718 0.0093 0.0016 0.0002
Si 4.0809 -9.5181 10.8791 0.0071 -0.0061 -0.0048
Si 1.361 -6.7977 10.8753 -0.0077 -0.0072 -0.0005
Si 4.0793 -4.0739 10.8916 -0.0019 -0.0065 -0.0008
Si 6.7999 -1.3586 10.8795 0.012 -0.0045 -0.0006
Si -6.8013 1.3498 10.8781 0.0031 0.0049 -0.0017
Si -9.5231 4.0794 10.8821 -0.0143 -0.0044 0.0019
Si -6.7922 -9.5175 10.896 -0.003 -0.002 -0.0013
Si -9.5185 -6.7962 10.8917 -0.0022 -0.0017 0.0004
Si -6.7949 -4.0827 10.8786 -0.0035 -0.001 -0.0055
Si -4.0778 -1.3677 10.8785 -0.0057 -0.0053 -0.0022
Si -1.3588 1.3536 10.8854 -0.0048 -0.0033 0.0011
Si -4.0773 4.0712 10.882 -0.0039 0.0173 0.0046
Si -1.3575 6.8047 10.8757 0.0037 -0.0017 0.008
Si -4.074 -6.7916 10.8777 0 -0.0015 -0.005
Si -1.3628 -4.0816 10.8853 0.0043 0.0065 0.0042
Si 2.7143 0.0018 12.2366 -0.0046 0.002 0.0047
Si 5.4323 2.7238 12.2359 0.0138 0.0041 0.0075
Si 2.7199 5.4395 12.2362 -0.0009 0.0066 -0.0019
Si 5.4339 -8.1588 12.2453 -0.0071 -0.0149 0.0042
Si 2.7119 -5.4337 12.2418 0.0106 0.0035 0.0008
Si 5.4477 -2.7148 12.2472 0.001 0.0083 -0.0005
Si 8.1565 -0.0034 12.2419 -0.0072 -0.0014 -0.0016
Si -5.4407 2.7023 12.2354 -0.0117 -0.0096 -0.0011
Si -8.1603 5.4369 12.2436 -0.0006 0.0039 0.004
Si -5.4255 -8.1478 12.2447 0.0073 0.0069 -0.0026
Si -8.1538 -5.4348 12.2487 0.0071 0.0005 0.007
Si -5.433 -2.7274 12.2391 -0.0065 -0.0025 0.0044
Si -2.7182 -0.0123 12.2437 0.0034 0.0061 0.0043
Si 0.0086 2.7228 12.2331 0.0061 0.0121 -0.0015
Si -2.7199 5.4408 12.2302 -0.0031 -0.0115 0.0047
Si 0.01 8.1623 12.2341 0.013 0.0069 0.0022
Si -2.7195 -5.4409 12.2483 -0.0094 -0.006 -0.0052
Si -0.0119 -2.7222 12.248 -0.0083 -0.0176 0.0027
Si 1.3583 1.3604 13.6024 0.0028 0.0049 0.0031
Si 4.0673 4.0752 13.6012 0.0025 -0.0002 0.0016
Si 1.3711 6.8076 13.5956 -0.0041 -0.0047 0.0004
Si 4.0701 -6.792 13.6003 -0.0028 0.0008 -0.0007
Si 1.3457 -4.0814 13.6056 -0.0018 0.0054 -0.0049
Si 4.079 -1.3532 13.5945 -0.001 -0.0071 -0.0034
Si 6.7924 1.3664 13.5893 -0.0016 0.0015 -0.0001
Si -6.7991 4.0622 13.5901 0.0022 -0.0039 0.0001
Si 6.7931 -9.525 13.6023 0.0049 0.0082 -0.0014
Si -6.7806 -6.7849 13.6065 0.0016 -0.0131 -0.0043
Si 6.8109 -4.0703 13.6139 -0.0032 0.0046 0.0006
Si 9.521 -1.3711 13.5906 0.0048 -0.0018 0.0036
Si -4.087 1.3378 13.5992 -0.0102 0.0015 -0.0002
Si -1.357 4.0833 13.5826 0.0011 0.0125 -0.0008
Si -4.0639 6.808 13.5982 -0.01 -0.0009 -0.005
Si -1.3464 9.5184 13.5945 0.0045 0.0001 -0.0009
Si -4.0752 -4.0795 13.6112 0.0029 -0.002 0.0078
Si -1.3699 -1.3706 13.6207 0.004 -0.0086 -0.0041
Si -0.0016 -0.0014 14.9624 -0.001 0.0027 -0.0133
Si 2.7124 2.716 14.9746 -0.0047 0.0008 -0.0009
Si -0.0075 5.458 14.9389 0.003 0.0014 -0.0121
Si 2.713 8.1758 14.9717 -0.0029 -0.004 -0.0044
Si -0.0128 -5.4392 14.9761 0.0063 -0.0068 -0.0017
Si 2.7085 -2.7097 14.9434 0.0075 -0.0065 -0.0079
Si 5.4234 0.0247 14.9507 0.0071 0.0058 -0.005
Si 8.1575 2.7076 14.9566 -0.0032 0.0034 -0.0025
Si 5.4226 5.4343 14.9617 0.0019 0.0038 -0.0036
Si 8.1743 -8.1595 14.9369 0.005 -0.0129 -0.0182
Si 5.4324 -5.4306 14.9544 -0.0163 0.0041 -0.008
Si 8.1768 -2.7099 14.9795 0.004 -0.0054 -0.0055
Si -5.4415 -0.0356 14.9651 0.0116 0.0021 -0.0066
Si -2.7089 2.7029 14.927 0.0047 0.0031 -0.0119
Si -5.4271 5.4254 14.9275 -0.0055 0.0125 -0.0164
Si -2.6805 8.1517 14.9614 0.005 -0.0076 -0.0132
Si -5.4262 -5.4267 14.9874 -0.0078 -0.0023 -0.0012
Si -2.7264 -2.7327 14.9955 -0.0047 0.006 -0.0054
O 2.3476 1.184 -3.3067 -0.0348 0.4579 0.0387
O 6.5936 5.2343 -4.0153 0.073 -0.0584 0.6274
O -1.303 6.9058 23.9816 0.14 -0.0435 -0.0416
O 7.535 3.9282 -1.0814 0.2469 0.0879 -0.5602
O -4.1477 -6.9211 20.8699 0.079 -0.1741 0.5389
O 5.4476 -5.3821 -0.4408 -0.0584 -0.2288 -0.7463
O -7.9632 -7.8526 21.6424 0.3066 0.7011 -0.0274
O -0.0365 0.1403 -0.4952 0.0832 -0.0483 -0.1068
O 4.0801 6.7947 20.7819 0.1303 0.0695 0.4033
O -6.5201 -4.5835 -1.2578 0.1356 -0.6419 -0.1589
O -0.3201 4.1953 -2.7675 0.039 0.0816 -0.553
O 5.0248 0.4338 21.7362 0.083 -0.138 0.1739
O 3.5806 6.9043 -1.3444 -0.2867 0.3486 -0.0299
O -3.5365 -1.3673 -1.4456 0.5779 -0.0226 -0.1456
O 1.6961 -7.1624 -1.3077 0.4032 -0.1367 -0.0094
O 2.3098 -2.2529 21.7536 -0.14 -0.0755 0.2784
O 2.6005 2.8759 -0.2655 0.0262 -0.0213 -0.4442
O -1.8996 -3.9011 -1.3698 -0.3291 0.3526 -0.0673
O 1.2073 -1.8665 -1.4894 -0.0233 -0.1535 0.0382
O -0.026 -5.4356 -0.3983 0.0709 0.1475 -0.11
O -5.4704 0.0342 -0.3998 0.0613 0.0144 -0.1554
O -5.6069 5.5145 -0.3485 -0.1303 -0.018 -0.527
O 6.7444 -1.378 20.9053 -0.008 0.062 0.2374
O 7.0763 -7.209 -1.3643 -0.0616 -0.086 -0.7121
O -6.901 -7.0844 -2.5047 -0.1217 0.2089 -0.1437
O 5.9869 -5.7453 21.4669 0.6076 0.0532 -0.1435
O 0.4441 -0.3766 21.7274 -0.0085 -0.1264 0.212
O -6.3658 -3.7815 23.7747 -0.0163 -0.371 0.0555
O -5.1682 -5.4289 -3.3882 0.4229 0.0798 -0.4485
O -2.636 8.0811 -0.4134 0.0901 0.1622 -0.2631
O 0.8505 4.8661 -0.5654 -0.478 0.0584 0.2349
O 4.9465 0.7391 -3.9163 0.0112 -0.5826 -0.2516
O -4.478 -0.6451 -3.8173 -0.0436 0.1057 0.3164
O -0.3038 -3.08 -3.3025 0.0542 0.0147 -0.4138
O 3.127 2.2707 21.581 0.0109 0.1316 0.3277
O -0.5705 5.6711 21.7467 -0.1995 -0.2943 0.2335
O 7.399 -6.128 23.7144 0.5047 0.5653 0.0314
O -4.655 -1.7556 23.8073 0.4717 0.2826 0.4046
O -3.9719 4.06 -1.6343 0.1512 -0.4571 -0.351
O 5.6173 4.7595 21.5343 -0.0836 -0.2113 0.1574
O 4.0427 -3.2424 -1.1458 -0.5773 -0.0354 -0.124
O -2.5393 3.2951 -3.5973 -0.1237 -0.1722 -0.6592
O 6.0817 -8.1363 22.6959 -0.4998 -0.257 0.1946
O -1.4178 1.3248 20.911 -0.0181 -0.15 0.1783
O 7.6657 7.5111 -3.3848 -0.3059 0.1779 -0.1695
O -0.851 6.4947 -1.4779 -0.3267 0.0522 -0.5071
O -8.1182 7.7623 24.2275 0.4882 -0.3086 0.2921
O 2.5159 -7.5644 21.6112 0.3099 0.1334 0.3736
O -6.8048 1.4331 20.8343 0.0361 -0.0092 0.4342
O 1.4973 6.0506 -2.7887 -0.4065 0.0199 -0.339
O -5.6054 2.6792 23.1786 -0.3101 -0.0433 -0.0499
O -1.4782 2.1469 -1.4232 -0.2985 0.0216 -0.042
O 4.2451 1.3861 -1.4634 0.6238 0.2179 -0.3335
O -6.0812 -5.2733 21.6074 -0.0369 -0.4471 0.4435
O -7.9781 -3.3524 21.6661 -0.3064 -0.1589 0.3976
O -1.2786 -4.0189 20.9654 0.0442 0.0229 0.4175
O -3.2526 5.9628 -3.384 0.3756 0.1375 0.2697
O -2.4622 7.5516 21.708 -0.1437 -0.0336 0.3893
O 3.9541 -4.7897 -4.0947 -0.0251 -0.7677 0.4231
O -7.5012 3.1574 -3.2597 0.4475 0.6662 0.043
O -2.8595 -2.8446 -3.5513 -0.022 -0.1281 -0.1947
O 2.6949 -8.1152 -3.4686 0.1707 0.1426 -0.2646
O -7.2184 0.6671 23.9519 -0.2567 -0.1825 -0.6259
O -4.5106 -6.8224 -1.3731 -0.0446 -0.0041 -0.2335
O -5.112 4.8219 21.6458 -0.2035 0.2262 0.1894
O 7.9039 3.4169 21.6115 0.2265 -0.2938 0.5114
O 2.2037 -2.9116 -3.6592 0.4614 0.1821 0.1295
O -6.5731 1.0027 -4.4958 -0.098 -0.0763 0.3843
O 0.9788 -1.6391 23.9646 -0.0803 -0.0044 -0.2151
O 6.8021 1.7681 -2.3835 -0.044 -0.5324 0.1522
O 8.0942 -2.7452 -0.4335 -0.0649 -0.134 -0.6176
O -0.2564 1.769 -3.7371 -0.0034 0.0354 -0.0283
O -4.9793 4.2125 -4.1509 -0.0828 -0.418 -0.0325
O -7.5145 7.147 -1.0565 -0.1642 0.0003 0.0177
O -2.9783 -2.1266 21.7386 0.3408 0.0658 0.0802
O -2.3598 -7.8699 -3.803 0.0319 -0.0613 0.3349
O 0.6223 -5.684 21.7848 0.3916 0.2938 0.5565
O 2.737 0.0619 22.9822 -0.0306 0.067 0.632
O 1.5026 -7.0305 23.9379 0.0751 -0.0897 0.0719
O -3.2936 2.9598 21.8201 0.0483 -0.2128 0.2835
O -7.2314 1.7694 -1.1249 0.0047 -0.2541 -0.1979
O 5.501 5.4353 -0.3805 0.1864 0.0365 -0.3292
O -4.8597 8.1297 -3.6548 -0.3149 -0.2285 0.0879
O 6.5732 -4.8008 -4.0695 -0.055 -0.4738 0.105
O 7.2205 1.9534 -4.9263 -0.1373 0.1389 -0.4375
O 3.6435 -0.9359 -2.3604 -0.4356 -0.2676 0.0952
O 4.8212 -6.0728 23.8193 -0.6065 0.5345 -0.0342
O 1.3458 4.0685 20.8822 0.0088 0.1286 0.4325
O 4.0453 -4.0633 20.824 -0.166 0.0239 0.2625
O 0.0307 8.1532 22.0831 -0.2527 0.2121 -0.2543
O -5.2891 -2.8208 -2.6581 -0.427 0.1337 -0.0546
O -5.4804 -2.7515 21.5372 -0.2563 -0.0364 -0.7029
O 4.428 1.9729 23.7825 0.2028 0.1747 -0.2922
O 6.7564 4.2057 23.8354 -0.2686 -0.0052 0.2274
O 5.9608 -1.3388 -1.1511 0.1443 0.3796 -0.1478
O 5.3545 -2.6198 -3.359 0.4638 0.3961 -0.1305
O 0.6635 -0.7165 -3.8552 -0.2162 -0.1744 -0.3702
O 3.9849 5.7829 -3.6862 -0.0269 -0.0318 -0.3439
O -4.8776 -0.2234 21.6576 0.2512 0.2433 0.1443
O -1.6465 -5.3149 -3.6053 -0.349 0.0749 -0.2196
O 0.0743 -7.4462 -3.3928 -0.1628 -0.4766 0.0256
O 1.6833 -5.5409 -3.3959 -0.284 0.1688 0.0694
O -3.8687 4.4526 23.9482 0.0411 0.3406 -0.1416
O -7.3078 -3.9174 -3.6969 -0.0063 0.2789 -0.2535
O -6.5819 6.7132 20.5161 0.0296 -0.1112 0.1426
O -7.1374 5.7423 -4.6724 0.2486 0.2872 0.3601
O 5.0699 3.2611 -3.7501 -0.4305 -0.041 0.3268
O 7.7373 6.0155 22.2979 0.2691 -0.0266 -0.3287

Results
total energy: -82021.219 eV
total energy less fixed offsets of O -438.25, Si -107.07 eV per atom: 0.461 eV
